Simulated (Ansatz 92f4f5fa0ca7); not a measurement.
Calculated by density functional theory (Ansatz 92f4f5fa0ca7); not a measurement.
Periodic cell of 211 atoms, Si128O83, from a study of silicon, its oxide and their interface. The atomic structure is a simulated model.
Doubt: the cutoff is far below the 930 eV that the study's wrapper takes by default for these files, so forces and energies are approximate.

Settings: functional PBE; potential files Ansatz PAW; basis plane waves; wave-function cutoff 580 eV; density cutoff ratio 5; exchange-correlation grid ratio 1; k mesh 1 x 1 x 1, Gamma-centred; self-consistency stop 5e-08 eV per atom in the density residual; occupations fixed; spin none; net charge 0.

Cell vectors (angstrom)
a	10.938	0	0
b	0	10.938	0
c	-3.7813	3.5323	30.7071

Atoms and the computed forces on them: element, x, y, z (angstrom), force x, y, z (eV/angstrom)
Si	6.5293	12.3062	23.3113	0.1736	-0.5041	-0.0781
Si	4.7432	13.8529	23.2546	-0.4381	0.1637	-0.022
Si	7.4808	6.5208	22.7508	0.4542	0.1802	0.2326
Si	-0.3272	8.5047	23.3279	-0.0499	-0.122	-0.0533
Si	2.3515	11.0458	23.2634	-0.1137	0.0591	0.0709
Si	9.8144	15.347	22.7597	0.2636	-0.0048	0.2101
Si	1.3263	6.6748	23.363	0.0184	0.3822	0.0475
Si	5.7326	10.4141	24.537	0.1924	0.109	-0.0551
Si	8.4285	13.1122	24.4165	0.2485	0.1451	-0.2296
Si	5.5995	4.7257	24.499	0.0862	0.2707	-0.0043
Si	8.6282	7.7094	24.444	0.0877	0.1246	-0.0307
Si	0.514	10.2886	24.5713	-0.0089	-0.0009	0.1666
Si	3.0485	12.921	24.54	-0.0458	0.1345	0.0642
Si	11.1723	15.9706	24.5889	-0.0574	-0.0578	0.2731
Si	3.0443	7.6627	24.6445	-0.2037	-0.1548	0.0251
Si	4.4264	11.7224	26.0156	0.0376	-0.0102	0.1103
Si	7.1995	14.5296	25.8856	-0.0425	-0.0104	0.0026
Si	4.3894	6.1979	25.8989	0.0377	0.0452	0.0808
Si	7.2056	9.0481	25.8078	-0.0876	-0.0951	0.0504
Si	9.9021	11.7455	25.7521	0.123	-0.1448	0.0004
Si	12.5701	14.431	25.8072	0.0106	-0.0311	-0.0933
Si	9.814	17.2423	25.9672	-0.0801	0.0281	0.1591
Si	1.7114	8.9759	26.083	0.0524	0.0656	-0.0233
Si	3.0679	10.3678	27.3704	0.0302	0.0041	-0.0561
Si	5.829	13.1424	27.2838	-0.0268	-0.1465	-0.001
Si	3.0075	4.8521	27.2589	-0.0153	0.0094	-0.0366
Si	5.8094	7.6326	27.2238	0.0235	-0.0058	-0.1017
Si	8.5522	10.3978	27.2268	-0.0482	-0.0446	-0.0153
Si	11.23	13.086	27.2302	-0.0033	-0.0106	-0.0709
Si	8.5108	15.848	27.3249	-0.0001	0.054	-0.0544
Si	11.2258	7.6136	27.3407	-0.0169	0.0453	-0.0819
Si	4.4222	9.0013	28.6561	0.4146	-0.2496	0.0616
Si	7.1567	11.7358	28.6561	0.2307	0.0448	-0.2139
Si	4.4222	3.5323	28.6561	-0.058	0.0498	-0.1139
Si	7.1567	6.2668	28.6561	-0.1944	0.2019	0.0287
Si	9.8912	9.0013	28.6561	-0.1848	0.244	0.0329
Si	12.6257	11.7358	28.6561	-0.2536	0.2121	0.0059
Si	9.8912	14.4703	28.6561	0.0576	-0.1219	-0.1452
Si	12.6257	17.2048	28.6561	-0.1087	-0.3227	0.0475
Si	5.7894	10.3685	30.0233	0.01	-0.2097	-0.0277
Si	8.5239	13.103	30.0233	0.0591	0.0222	0.011
Si	5.7894	4.8995	30.0233	-0.0288	0.1653	-0.0117
Si	8.5239	7.634	30.0233	-0.138	0.0594	-0.0031
Si	11.2584	10.3685	30.0233	-0.0015	0.0977	0.0039
Si	3.0549	13.103	30.0233	-0.0939	-0.0284	-0.0117
Si	11.2584	15.8375	30.0233	0.0399	-0.0799	0.012
Si	3.0549	7.634	30.0233	0.1435	-0.0108	-0.0252
Si	8.2035	8.2035	0.6835	0.017	0.0296	-0.0487
Si	10.938	10.938	0.6835	-0.0138	-0.0688	-0.0144
Si	8.2035	2.7345	0.6835	-0.0258	-0.1198	0.0603
Si	10.938	5.469	0.6835	0.0287	0.1333	-0.0543
Si	13.6725	8.2035	0.6835	-0.0004	-0.0947	0.0651
Si	5.469	10.938	0.6835	0.0143	0.0836	-0.0414
Si	13.6725	2.7345	0.6835	0.0554	0.0427	-0.0551
Si	16.407	5.469	0.6835	-0.0923	-0.0427	-0.0316
Si	6.8362	6.8362	2.0507	0.146	-0.0004	0.5204
Si	9.5708	9.5708	2.0507	0.0278	0.0581	-0.3904
Si	6.8362	1.3673	2.0507	0.018	-0.3032	-0.5549
Si	9.5708	4.1018	2.0507	0.1886	0.143	0.5975
Si	12.3052	6.8362	2.0507	-0.3842	-0.0679	-0.6391
Si	15.0397	9.5708	2.0507	0.1325	0.2319	0.5704
Si	12.3052	12.3052	2.0507	-0.0896	-0.0484	0.5734
Si	15.0397	4.1018	2.0507	0.0629	-0.0278	-0.8676
Si	8.237	5.4941	3.4944	-0.0253	0.0331	0.0395
Si	10.931	8.204	3.3726	0.1322	-0.027	0.0885
Si	8.1921	10.9153	3.3795	0.0448	0.0828	0.0348
Si	10.9371	2.7243	3.507	-0.0019	0.0093	-0.0681
Si	13.6263	5.4216	3.2983	-0.1019	0.1406	-0.0492
Si	5.5063	8.2351	3.4762	-0.0082	0.0115	-0.0409
Si	13.6649	10.9453	3.5029	0.0536	-0.0267	-0.0158
Si	5.4684	2.7313	3.3109	0.0158	-0.0136	0.065
Si	9.6552	6.9111	4.8833	0.0241	-0.0975	0.0114
Si	12.2262	9.5385	4.83	0.0038	0.1029	-0.0393
Si	9.4655	12.2887	4.8161	-0.1066	0.0483	-0.0435
Si	12.4202	4.0868	4.8102	0.0663	-0.0541	0.0661
Si	3.9714	6.8418	4.6071	0.0182	-0.0059	-0.0656
Si	6.9547	9.5825	4.8976	0.2553	-0.1	-0.1001
Si	15.1136	12.3878	4.7789	-0.0771	0.0483	-0.0219
Si	6.8119	4.0237	4.7164	-0.04	0.142	0.0073
Si	8.7874	8.6804	6.2958	0.0824	0.1522	0.0869
Si	10.4419	10.5599	6.0554	-0.0549	-0.2175	-0.0591
Si	7.677	2.2986	6.1044	0.0165	0.0532	0.0671
Si	11.5552	5.9351	5.962	-0.4779	-0.3234	0.0953
Si	2.2296	7.6714	5.9892	0.3552	0.3303	0.2777
Si	5.9875	11.4425	5.9503	-0.221	-0.1345	0.1917
Si	14.2941	3.268	6.1128	-0.0107	-0.101	-0.0055
Si	4.9438	5.0478	5.7132	0.11	-0.0002	0.073
Si	11.5216	11.3764	7.9662	-0.0896	0.0095	0.0665
Si	4.0346	9.3138	23.3438	0.2127	-0.4099	-0.1211
Si	4.0842	13.977	18.3307	0.1155	-0.0581	-0.1671
Si	10.8968	12.0122	16.8561	-0.0546	-0.0256	-0.0385
Si	5.9767	8.387	18.07	0.0587	-0.0169	-0.1855
Si	6.0451	5.7289	8.4654	-0.0654	0.06	-0.0552
Si	1.8872	9.9728	18.3371	-0.0766	-0.0322	-0.0547
Si	10.0574	6.909	12.8895	0.0349	0.0425	0.191
Si	5.7399	8.3733	20.9041	-0.1961	-0.1339	-0.1629
Si	7.4955	10.9171	20.8341	0.1374	0.0376	-0.1959
Si	11.1073	7.75	19.2209	-0.1031	0.0283	-0.1219
Si	12.3617	3.7097	10.6635	0.1031	-0.1967	0.051
Si	12.3817	5.0704	13.4966	0.0625	0.1429	-0.0395
Si	1.6761	11.4773	21.0578	-0.1741	-0.3688	-0.0219
Si	7.7414	5.0875	12.2778	-0.1016	-0.0156	0.1787
Si	13.8278	2.4708	8.3581	0.0264	0.1386	-0.2085
Si	5.3265	6.6896	11.0676	0.0541	0.0469	0.2054
Si	3.1253	14.211	20.4935	0.0906	-0.267	-0.4667
Si	8.2567	2.3181	11.0547	-0.083	-0.0158	0.1682
Si	6.9365	15.0945	17.9287	0.2961	0.0133	-0.195
Si	10.1891	9.7736	21.3833	0.1472	-0.325	0.1853
Si	6.7875	11.4554	12.8869	0.0643	-0.0243	0.017
Si	4.8167	10.8746	8.8692	0.1858	0.1659	-0.0482
Si	5.491	7.1813	15.1501	0.0102	0.0396	0.0289
Si	2.2893	13.8266	15.6513	-0.0543	-0.1394	-0.1018
Si	8.4162	11.065	15.5906	-0.0161	0.0154	-0.1297
Si	10.9101	11.8125	10.8779	0.0434	0.0727	0.1626
Si	10.3829	5.3398	8.8	0.0356	0.0033	-0.0648
Si	7.9253	3.3095	8.273	-0.0077	-0.2637	-0.2751
Si	4.7029	1.512	14.5918	0.0642	-0.0959	-0.059
Si	14.1787	7.5594	13.1822	-0.0192	0.0213	0.0835
Si	12.0902	8.9687	11.5778	0.003	0.0291	0.3083
Si	8.5278	7.8077	8.6179	-0.0934	0.2577	-0.3389
Si	4.6227	11.036	17.3841	0.0395	-0.2178	-0.163
Si	6.3852	15.1983	14.9107	0.046	0.0504	-0.0124
Si	8.4575	6.8329	17.8838	-0.0413	0.0489	-0.1342
Si	13.4313	9.0076	8.761	-0.2435	0.0165	-0.0109
Si	8.3241	7.9686	15.1276	0.0064	0.0035	-0.0266
Si	6.8876	9.4735	10.6297	0.0452	-0.0673	0.109
Si	8.3578	12.4578	18.2372	0.049	0.108	-0.2541
Si	1.185	5.5264	21.2915	-0.143	0.3884	0.3306
O	6.1754	5.7263	23.2949	-0.0541	-0.1387	0.1064
O	9.2206	13.8537	23.1018	-0.1956	-0.0209	0.2742
O	14.9048	6.8665	11.9108	0.0935	-0.0364	-0.1483
O	10.6135	11.3787	9.3306	-0.0127	-0.0094	-0.1587
O	8.1871	9.01	9.7129	0.0456	-0.1249	0.0229
O	4.584	12.3826	18.3155	-0.0622	0.2689	0.0396
O	6.9544	7.4432	21.4988	-0.0645	-0.1135	-0.0446
O	4.9817	11.4872	15.8688	-0.0497	0.0436	0.1557
O	9.9332	12.7722	17.9369	-0.011	-0.0693	0.0394
O	6.0221	8.1435	10.9307	-0.0229	0	-0.0325
O	1.9917	13.0147	20.6265	0.0725	0.4071	0.0046
O	4.2623	14.0966	21.6663	0.1996	-0.0408	0.1393
O	5.2005	11.5389	13.317	-0.0037	0.0403	0.0189
O	1.6956	15.0576	14.7819	0.0164	0.0098	0.0562
O	5.3476	15.0421	18.2806	-0.1748	-0.0805	0.0421
O	10.0115	11.4219	15.6102	0.0404	0.022	0.0628
O	10.3184	8.9508	19.9786	-0.0465	0.0754	0.0158
O	7.6443	13.84	18.6733	-0.0741	-0.0023	0.0081
O	12.8348	4.3496	12.0933	-0.004	-0.046	-0.0741
O	8.0622	2.1595	9.4372	-0.0079	0.1025	0.0096
O	11.5166	10.5052	11.6556	0.011	-0.0017	-0.0825
O	13.3155	8.8536	12.6719	-0.0138	0.0138	-0.0688
O	10.9112	15.3545	21.523	0.0076	-0.0051	-0.2376
O	2.4432	15.6852	20.6236	0.0246	-0.0986	0.0596
O	6.2797	9.8754	20.6253	0.0163	0.1691	0.034
O	14.8668	12.2624	8.9815	0.0107	0.0131	0.034
O	4.2893	7.9594	14.3652	-0.0275	0.0049	-0.0049
O	8.6377	5.4545	22.253	-0.0589	-0.1881	0.0024
O	6.5696	4.1855	8.5981	-0.0475	0.013	0.01
O	7.1674	14.9796	16.3173	-0.0913	-0.0132	0.0914
O	5.3667	5.5524	14.9945	-0.0187	-0.0669	0.0209
O	4.4855	8.4798	21.9402	-0.1488	0.3057	0.2121
O	7.682	5.5118	18.4447	-0.0367	-0.0266	0.0403
O	5.4679	7.5748	16.7383	-0.04	-0.0248	0.1182
O	11.4054	5.4533	7.5518	0.2022	0.1307	-0.1155
O	10.9899	11.2087	21.182	-0.038	-0.0508	0.0153
O	6.8804	7.6622	14.4228	-0.0278	0.0408	-0.0312
O	6.9355	12.1628	21.6987	-0.1851	0.1373	0.0447
O	10.8238	5.5554	13.4023	-0.0247	-0.0333	-0.0098
O	13.5802	3.5875	9.559	-0.0062	-0.075	-0.0696
O	5.4032	10.7937	7.3644	0.1361	0.0808	-0.0332
O	7.7275	11.8434	16.8508	-0.0083	0.0253	0.1538
O	8.5204	6.8134	16.2569	0.0268	-0.0333	0.0279
O	3.2059	14.2659	16.9424	0.1707	0.0289	0.2115
O	5.7627	9.9834	17.859	-0.0694	0.0634	0.0381
O	5.2191	7.845	19.4254	0.008	-0.0087	0.2757
O	14.0604	1.915	14.617	-0.0375	0.0592	0.016
O	9.1954	4.3292	8.3193	0.021	0.0411	-0.0305
O	5.5438	2.9127	14.5729	-0.0306	0.066	0.0738
O	2.2253	10.4585	19.8714	0.0087	0.1215	0.1267
O	9.5124	1.3896	11.5383	0.0113	0.0071	-0.0313
O	13.5585	7.8602	7.6219	-0.1014	-0.1505	-0.1899
O	8.156	11.3978	19.4361	-0.1002	-0.0998	0.1977
O	0.8186	6.7295	20.2755	0.0242	-0.2032	-0.1252
O	14.8906	9.5406	9.2102	0.0525	-0.0649	0.0646
O	1.0182	13.0448	16.2506	0.0518	0.0443	-0.017
O	11.9197	2.152	10.9488	0.014	0.1136	0.0351
O	8.6393	10.1458	21.6951	-0.1494	0.1371	0.0848
O	5.3226	5.9444	7.0503	-0.0285	-0.0667	0.1943
O	12.6001	8.5545	10.084	0.0905	-0.0536	-0.1471
O	3.2147	10.1971	17.4254	-0.0027	0.0664	0.0295
O	1.3827	8.4098	18.3333	0.0008	-0.0091	0.0224
O	7.259	10.1001	12.0993	0.01	-0.0871	-0.1085
O	7.5825	8.1424	18.32	-0.0555	0.0027	0.075
O	13.2058	6.4309	13.7957	-0.0482	-0.0939	0.0613
O	9.7935	6.8564	9.1001	0.0254	-0.0196	0.0368
O	7.2624	6.7939	8.5279	-0.0571	-0.0608	0.1156
O	8.7214	6.3784	12.1336	-0.0207	-0.0223	-0.0906
O	8.2526	9.4583	15.7621	0.0221	-0.0009	0.0537
O	4.9489	6.0814	9.6107	-0.0142	-0.0251	-0.065
O	6.2788	5.5753	11.7771	0.0052	0.0265	-0.1231
O	9.5783	7.8726	14.1129	0.0077	-0.0094	-0.031
O	11.1726	4.6762	10.0722	-0.1164	0.1047	-0.0953
O	6.985	1.8079	11.9153	-0.037	0.034	-0.0637
O	6.0832	10.697	9.8922	-0.1947	0.1148	-0.088
O	12.7114	10.2832	8.079	0.1095	-0.2486	-0.0397
O	7.7292	11.5733	14.213	0.0006	0.0037	-0.023
O	9.9976	6.923	18.3708	0.0937	0.0026	0.046
O	8.4099	3.9117	11.3669	0.0715	0.0399	-0.0519
O	12.3421	1.8695	7.9093	-0.1315	-0.0808	0.062
O	7.5472	4.5233	13.7954	0.0444	0.0009	-0.0082
O	10.9579	7.8547	11.9344	0.0189	0.0205	-0.1329
O	0.6854	10.8189	17.663	-0.0126	-0.0174	0.0273

Results
free energy: -128576.585 eV
free energy less fixed offsets of O -568.88, Si -635.61 eV per atom: -1.465 eV

The program warned: the cutoff lies below the one the program advises for these potential files; the exchange-correlation potential is rough where the density is thin.
